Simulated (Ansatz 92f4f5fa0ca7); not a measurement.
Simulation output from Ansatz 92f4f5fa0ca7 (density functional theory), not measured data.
Periodic cell of 447 atoms, Si304O143, from a study of silicon, its oxide and their interface. The atomic structure is a simulated model.
Doubt: the cutoff is far below the 930 eV that the study's wrapper takes by default for these files, so forces and energies are approximate.
This geometry differs little from another in the collection (a relaxation step or a small displacement).

Settings
functional: PBE
potential files: Ansatz PAW
basis: plane waves
wave-function cutoff: 580 eV
density cutoff ratio: 5
exchange-correlation grid ratio: 1
k mesh: 1 x 1 x 1, Gamma-centred
self-consistency stop: 5e-08 eV per atom in the density residual
occupations: fixed
spin: none
net charge: 0

Cell vectors (angstrom)
a 15.4691 0 0
b 0 15.4691 0
c -2.03 -4.9548 33.5576

Atoms and the computed forces on them: element, x, y, z (angstrom), force x, y, z (eV/angstrom)
Si -1.365 -4.916 23.538 0.007 0.013 0.037
Si -1.221 -1.098 23.576 0.038 -0.024 0.042
Si -1.426 -12.671 23.345 0.006 -0.02 -0.073
Si -1.355 -8.776 23.462 0.02 0.007 0.03
Si 1.042 -4.925 23.551 0.022 -0.024 0.019
Si 1.161 -1.101 23.637 0.003 0.011 -0.006
Si 1.001 -12.724 23.209 -0.031 0.02 0.048
Si 1.073 -8.822 23.439 -0.006 0.012 -0.07
Si 6.452 -4.959 23.495 -0.109 0.062 0.02
Si 6.489 -1.121 23.363 0.046 -0.008 0.038
Si 6.334 -12.659 23.298 -0.049 -0.013 0.003
Si 6.345 -8.841 23.674 -0.074 0.06 -0.146
Si -6.625 -4.946 23.326 0.1 0.003 -0.043
Si -6.538 -1.065 23.337 -0.018 -0.028 0.019
Si -6.672 -12.619 23.312 0.045 0.011 0.01
Si -6.677 -8.848 23.491 -0.053 -0.082 -0.064
Si -1.899 -3.004 24.806 -0.045 -0.004 -0.072
Si -1.952 0.875 24.644 -0.045 0.042 0
Si -1.973 -10.744 24.632 -0.038 -0.027 0.011
Si -1.952 -6.869 24.717 -0.008 0.014 -0.017
Si 1.762 -3.045 24.8 -0.023 -0.02 0.004
Si 1.732 0.933 24.639 0.002 0.006 -0.006
Si 1.714 -10.818 24.534 0.015 -0.03 0.001
Si 1.723 -6.896 24.679 -0.011 0.031 0.026
Si 5.865 -3.003 24.696 0.036 -0.002 -0.071
Si 5.814 0.846 24.548 -0.032 -0.022 -0.032
Si 5.794 -10.842 24.761 -0.019 0.055 -0.046
Si 5.812 -6.844 24.777 -0.058 -0.122 -0.002
Si -5.961 -3.024 24.583 -0.028 0.089 -0.023
Si -6.016 0.906 24.57 -0.012 -0.04 -0.007
Si -6.053 -10.776 24.692 0.014 0.063 -0.007
Si -6.012 -6.862 24.617 0.003 -0.026 0.036
Si -3.981 -3.013 25.932 0.024 -0.013 0.025
Si -3.997 0.867 25.884 0.022 -0.005 -0.001
Si -3.995 -10.761 25.911 0.018 -0.011 0.01
Si -3.999 -6.882 25.919 -0.001 0.025 -0.005
Si -0.081 -3.022 26.267 0.076 0.012 0.015
Si -0.114 0.905 26.136 0.053 -0.018 -0.027
Si -0.102 -10.79 26.084 0.013 0.028 -0.01
Si -0.108 -6.888 26.182 0.039 -0.034 -0.032
Si 3.831 -3.024 25.959 -0.053 -0.008 0.027
Si 3.79 0.868 25.868 -0.023 0.002 0.006
Si 3.716 -10.788 25.901 -0.021 -0.01 -0.001
Si 3.752 -6.873 25.961 -0.015 0.028 -0.017
Si 7.707 -3.008 26.134 -0.006 -0.032 0.027
Si 7.627 0.846 26.077 0.027 0.032 0.001
Si 7.629 -10.796 26.215 0.027 -0.004 -0.014
Si 7.676 -6.883 26.187 0.032 0.022 -0.024
Si -3.968 -4.952 27.331 0.008 0.001 0.013
Si -3.988 -1.066 27.314 -0.015 0.005 -0.004
Si -3.967 -12.689 27.319 0.014 -0.005 0.018
Si -3.984 -8.823 27.319 -0.011 -0.017 -0.006
Si -0.084 -4.974 27.535 -0.026 -0.004 0.028
Si -0.089 -1.038 27.489 -0.022 0.021 0.015
Si -0.098 -12.667 27.484 -0.015 -0.01 0.039
Si -0.094 -8.856 27.449 -0.033 0.005 0.017
Si 3.788 -4.948 27.362 -0.002 -0.019 0.012
Si 3.78 -1.062 27.312 0.02 0.012 0.001
Si 3.768 -12.698 27.322 0.001 -0.003 0.012
Si 3.754 -8.841 27.314 0.01 0.008 0.002
Si 7.673 -4.937 27.483 0.005 0.002 0.043
Si 7.651 -1.072 27.444 0.021 0.007 0.034
Si 7.643 -12.734 27.49 -0.025 -0.03 0.052
Si 7.635 -8.832 27.494 0.011 0.007 0.015
Si -2.064 -4.959 28.781 -0.017 -0.002 0.019
Si -2.067 -1.076 28.76 -0.008 0.003 0.022
Si -2.061 -12.687 28.769 -0.016 0.001 0.01
Si -2.061 -8.83 28.753 0.003 -0.001 0.014
Si 1.881 -4.955 28.795 0.037 0.014 0.01
Si 1.875 -1.074 28.768 0.022 -0.012 0.011
Si 1.864 -12.694 28.771 0.038 0.003 0.002
Si 1.857 -8.828 28.763 0.017 -0.006 0.008
Si 5.702 -4.956 28.776 -0.004 0.002 -0.004
Si 5.691 -1.08 28.754 -0.035 -0.007 0.018
Si 5.674 -12.693 28.771 -0.003 -0.001 -0.003
Si 5.665 -8.825 28.764 -0.037 0 0.034
Si 9.614 -4.953 28.786 0.018 0.015 -0.003
Si 9.592 -1.076 28.767 0.012 -0.008 0.015
Si 9.604 -12.698 28.775 0.023 0.006 -0.008
Si 9.596 -8.825 28.776 0.03 0.002 0.024
Si 0 1.934 2.05 -0.005 -0.118 -0.245
Si 0 5.801 2.05 -0.06 0.192 -0.206
Si 0 -5.801 2.05 -0.02 -0.084 0.152
Si 0 -1.934 2.05 0.056 -0.113 0.109
Si 3.867 1.934 2.05 0.127 -0.08 -0.181
Si 3.867 5.801 2.05 0.167 0.188 -0.046
Si 3.867 -5.801 2.05 0.101 -0.095 0.267
Si 3.867 -1.934 2.05 0.151 -0.031 0.103
Si 7.734 1.934 2.05 -0.276 -0.018 -0.231
Si 7.734 5.801 2.05 -0.207 0.171 -0.115
Si 7.734 -5.801 2.05 -0.254 -0.145 0.129
Si 7.734 -1.934 2.05 -0.387 0.054 -0.089
Si 11.602 1.934 2.05 0.236 -0.065 -0.304
Si 11.602 5.801 2.05 0.032 0.258 -0.08
Si 11.602 -5.801 2.05 0.102 -0.069 0.177
Si 11.602 -1.934 2.05 0.251 0.06 -0.104
Si -1.922 1.883 3.407 0.004 0.004 -0.006
Si -1.929 5.869 3.411 -0.004 0.036 -0.02
Si -1.925 -5.78 3.46 -0.007 -0.007 0.011
Si -1.923 -1.958 3.446 -0.003 -0.006 -0.003
Si 1.939 1.938 3.373 -0.013 -0.027 -0.01
Si 1.933 5.778 3.377 -0.026 0.009 -0.012
Si 1.932 -5.874 3.423 0.007 -0.025 -0.011
Si 1.949 -1.96 3.416 -0.026 -0.017 -0.006
Si 5.794 1.905 3.432 -0.001 -0.007 -0.015
Si 5.803 5.848 3.445 0.001 0.041 -0.015
Si 5.797 -5.775 3.488 -0.002 -0.012 0.002
Si 5.792 -1.954 3.477 0.008 0.006 -0.009
Si 9.668 1.99 3.339 0.012 -0.028 0.004
Si 9.654 5.844 3.381 0.017 0.027 -0.01
Si 9.655 -5.834 3.398 0.024 -0.022 0.007
Si 9.661 -1.87 3.343 0.012 0.024 0.001
Si -1.877 -0.044 4.835 -0.061 0 -0.032
Si -1.893 3.88 4.634 0.018 -0.018 -0.061
Si -1.939 -7.689 4.877 0.017 -0.022 0.025
Si -1.926 -3.862 4.884 0.056 0.013 -0.069
Si 1.961 0.026 4.72 0.027 0.013 -0.037
Si 1.94 3.86 4.717 0.023 0.016 -0.043
Si 1.912 -7.841 4.807 -0.006 -0.021 0.007
Si 1.971 -3.938 4.75 0.003 0.039 -0.037
Si 5.809 -0.017 4.864 0.023 -0.008 -0.023
Si 5.772 3.874 4.729 -0.033 -0.014 -0.053
Si 5.788 -7.697 4.91 0.031 -0.027 0.012
Si 5.788 -3.859 4.942 -0.086 0.021 -0.038
Si 9.679 0.087 4.661 -0.028 0.014 -0.019
Si 9.667 3.908 4.67 -0.048 0.008 -0.085
Si 9.633 -7.758 4.828 -0.003 -0.007 -0.011
Si 9.628 -3.825 4.595 -0.176 -0.001 -0.102
Si 0.111 -0.028 6.163 0.038 0.051 0.029
Si -0.006 3.849 6.012 -0.004 0.089 -0.047
Si 0.01 -7.823 6.271 -0.023 0.007 -0.038
Si 0.103 -3.905 6.192 -0.01 -0.014 0.049
Si 3.815 -0.007 6.18 -0.058 0.052 0.068
Si 3.841 3.848 6.093 -0.004 0.026 0.029
Si 3.808 -7.871 6.247 -0.033 0.034 0.039
Si 3.787 -3.971 6.303 0.005 -0.081 0.035
Si 7.836 0.094 6.119 0.036 0.021 0.048
Si 7.735 3.908 5.993 0.039 -0.045 0.1
Si 7.747 -7.653 6.312 -0.017 -0.058 -0.021
Si 7.85 -3.74 6.133 0.122 -0.032 0.069
Si -3.909 0.009 6.054 -0.013 0.006 0.019
Si -3.824 3.925 5.899 0.013 -0.03 0.106
Si -3.913 -7.719 6.225 0.018 -0.044 0.003
Si -4.027 -3.83 6.005 0.039 -0.01 0.253
Si 0.063 1.995 7.418 0.007 -0.118 0.06
Si -0.046 5.606 7.577 0.081 0.017 0.02
Si 0.706 -5.856 7.427 0.024 0.013 0.106
Si 0.789 -1.962 7.399 -0.185 -0.023 0.118
Si 3.799 1.976 7.513 0.108 -0.098 -0.055
Si 3.837 5.625 7.674 -0.023 0.079 -0.03
Si 3.148 -6.016 7.554 0.028 -0.006 -0.042
Si 3.174 -1.944 7.397 0.146 0.004 -0.012
Si 7.804 2.051 7.461 -0.023 -0.045 -0.073
Si 7.713 5.724 7.486 -0.042 0.1 -0.028
Si 8.412 -5.611 7.482 -0.039 0.043 0.022
Si 8.475 -1.772 7.397 -0.072 0.051 -0.04
Si -3.848 2.021 7.253 0.021 0.011 -0.042
Si -3.785 5.69 7.445 -0.005 0.039 0.014
Si -4.64 -5.725 7.326 0.041 0.075 -0.036
Si -4.575 -1.883 7.283 0.118 -0.069 0.003
Si -1.956 2.408 8.551 -0.027 -0.016 0.09
Si -1.963 4.873 8.798 -0.073 -0.06 0.004
Si 1.902 2.572 8.832 -0.062 0.059 0.077
Si 1.838 5.044 8.907 -0.016 0.004 -0.026
Si 5.805 2.417 8.659 -0.041 0.011 0.059
Si 5.859 4.907 8.754 0.042 -0.092 0.056
Si -5.651 2.746 8.539 -0.005 0.065 0.085
Si -5.754 5.148 8.558 0.041 -0.039 -0.029
Si -3.066 -2.252 9.035 0.084 -0.039 -0.014
Si -2.03 -6.888 30.139 -0.21 -0.125 -0.045
Si -2.03 -3.021 30.139 -0.218 0.092 -0.073
Si -2.03 -14.623 30.139 -0.239 0.032 -0.012
Si -2.03 -10.756 30.139 -0.249 0.028 -0.033
Si 1.837 -6.888 30.139 0.215 -0.12 0.027
Si 1.837 -3.021 30.139 0.198 0.136 0.014
Si 1.837 -14.623 30.139 0.219 0.029 0.06
Si 1.837 -10.756 30.139 0.224 -0.014 -0.023
Si 5.704 -6.888 30.139 -0.169 -0.058 -0.021
Si 5.704 -3.021 30.139 -0.161 0.088 -0.078
Si 5.704 -14.623 30.139 -0.201 -0.027 -0.012
Si 5.704 -10.756 30.139 -0.177 -0.005 -0.031
Si 9.571 -6.888 30.139 0.199 -0.041 0.043
Si 9.571 -3.021 30.139 0.202 0.096 -0.002
Si 9.571 -14.623 30.139 0.241 -0.014 0.086
Si 9.571 -10.756 30.139 0.184 -0.048 0.004
Si -0.096 -6.888 31.506 0.005 0.007 -0.061
Si -0.096 -3.021 31.506 0.006 0.024 -0.047
Si -0.096 -14.623 31.506 0.009 -0.021 -0.052
Si -0.096 -10.756 31.506 0.014 -0.017 -0.066
Si 3.771 -6.888 31.506 -0.007 -0.003 0.053
Si 3.771 -3.021 31.506 -0.022 0.025 0.046
Si 3.771 -14.623 31.506 -0.012 -0.002 0.045
Si 3.771 -10.756 31.506 -0.009 -0.018 0.043
Si 7.638 -6.888 31.506 -0.005 -0.018 -0.045
Si 7.638 -3.021 31.506 0.001 0.013 -0.042
Si 7.638 -14.623 31.506 0.004 0.027 -0.044
Si 7.638 -10.756 31.506 -0.003 -0.01 -0.055
Si -3.964 -6.888 31.506 -0.005 -0.032 0.056
Si -3.964 -3.021 31.506 0 0.047 0.056
Si -3.964 -14.623 31.506 -0.002 -0.001 0.057
Si -3.964 -10.756 31.506 0.007 -0.021 0.049
Si -0.096 -4.955 32.873 -0.009 -0.058 0.004
Si -0.096 -1.088 32.873 -0.013 0.027 0.036
Si -0.096 -12.689 32.873 -0.017 0.069 0.012
Si -0.096 -8.822 32.873 -0.004 -0.006 -0.007
Si 3.771 -4.955 32.873 0.004 0.016 -0.02
Si 3.771 -1.088 32.873 0.005 0.039 -0.026
Si 3.771 -12.689 32.873 0.024 -0.014 -0.02
Si 3.771 -8.822 32.873 0.023 -0.039 -0.007
Si 7.638 -4.955 32.873 -0.005 -0.047 0.012
Si 7.638 -1.088 32.873 -0.004 0.001 0.031
Si 7.638 -12.689 32.873 -0.001 0.049 0.023
Si 7.638 -8.822 32.873 0.009 -0.01 0.005
Si -3.964 -4.955 32.873 -0.008 0.004 -0.016
Si -3.964 -1.088 32.873 0.019 0.042 -0.018
Si -3.964 -12.689 32.873 -0.004 -0.007 -0.009
Si -3.964 -8.822 32.873 -0.011 -0.027 -0.003
Si 0 0 0.683 0.007 0.045 -0.014
Si 0 3.867 0.683 -0.156 -0.002 0.004
Si 0 -7.734 0.683 -0.037 -0.031 -0.036
Si 0 -3.867 0.683 -0.003 0.02 0.025
Si 3.867 0 0.683 0.058 0.029 -0.013
Si 3.867 3.867 0.683 0.161 -0.017 0.003
Si 3.867 -7.734 0.683 0.107 -0.025 -0.033
Si 3.867 -3.867 0.683 0.03 0.025 0.032
Si 7.734 0 0.683 -0.153 -0.005 -0.03
Si 7.734 3.867 0.683 -0.153 -0.017 -0.002
Si 7.734 -7.734 0.683 -0.162 -0.018 -0.034
Si 7.734 -3.867 0.683 -0.052 0.012 0.04
Si 11.602 0 0.683 0.098 0 -0.042
Si 11.602 3.867 0.683 0.149 -0.027 -0.002
Si 11.602 -7.734 0.683 0.094 -0.037 -0.038
Si 11.602 -3.867 0.683 0.033 0.006 0.03
Si -5.546 -5.272 21.204 0.057 0.001 -0.02
Si -4.868 -0.255 20.849 -0.006 -0.02 0.023
Si -5.713 -12.623 21.131 -0.003 0.017 -0.019
Si -5.292 -8.335 20.77 -0.001 -0.042 0.042
Si -2.493 -4.527 21.514 -0.039 0.029 -0.01
Si -2.089 -1.354 21.437 -0.026 -0.035 -0.053
Si -2.758 -11.752 20.661 0.019 -0.005 0.034
Si -2.156 -8.748 21.256 -0.013 0.026 -0.009
Si 2.569 -5.22 20.811 -0.004 0.004 0.027
Si 2.67 -0.877 20.838 -0.025 0.003 0.022
Si 2.422 -13.189 20.451 -0.002 -0.017 0.014
Si 2.338 -8.416 20.511 0.007 -0.022 0.045
Si 5.672 -4.654 21.332 0.007 -0.046 0.021
Si 5.777 -1.591 21.165 0.024 -0.013 0.015
Si 5.336 -12.387 21.108 0.012 -0.009 -0.016
Si 5.3 -9.367 20.764 0.046 0.087 0.124
Si -0.816 -6.406 10.079 0.02 0.067 -0.021
Si -0.258 -1.406 9.426 -0.126 0.093 -0.034
Si 5.017 -4.46 10.936 0.004 -0.002 -0.009
Si 4.2 -2.051 9.493 0.037 0.035 0.047
Si 7.749 -4.867 9.683 0.033 0.011 -0.021
Si 7.415 -1.785 9.516 -0.003 0.008 0.037
Si -3.372 -5.203 9.205 0.09 0.091 -0.05
Si 0.532 -6.195 16.96 -0.01 0.001 -0.03
Si -0.445 0.466 16.733 -0.008 0.016 -0.02
Si 0.179 -10.926 16.181 0 0.007 0.012
Si 3.576 -6.924 10.698 0.036 0.003 -0.071
Si 6.45 -3.399 13.513 -0.008 0.002 0.042
Si -2.437 4.901 11.149 -0.014 0.011 0.006
Si 2.85 -0.787 12.003 0.002 0.021 -0.021
Si 8.411 -7.194 11.618 0.006 0.015 -0.007
Si 1.782 -8.756 17.614 0.012 -0.004 -0.049
Si 6.83 0.92 11.13 -0.042 -0.029 -0.052
Si 5.831 -8.983 11.424 -0.05 -0.018 0.018
Si -5.649 -4.275 18.241 -0.013 0.001 -0.02
Si 9.547 2.032 14.31 -0.017 -0.012 0.071
Si -4.803 -12.035 16.665 -0.005 -0.004 -0.007
Si -1.747 -6.92 14.947 0.002 0.008 0.028
Si 1.141 1.3 10.695 -0.029 -0.09 0.007
Si 1.018 -8.468 11.253 0.01 -0.002 0.026
Si 2.423 -3.974 16.202 0.026 -0.005 0.011
Si -3.937 -3.462 11.528 0.024 0.022 -0.004
Si 9.358 2.808 11.454 -0.022 -0.002 -0.016
Si -7.113 -12.766 18.474 0.004 -0.015 -0.021
Si -1.669 2.007 11.482 0.045 -0.014 0.004
Si -5.464 5.644 10.82 0.004 0.009 -0.026
Si 1.562 -2.998 18.85 -0.028 0.011 -0.035
Si -1.488 -6.493 19.289 -0.001 -0.013 -0.001
Si -0.607 -9.444 13.528 -0.012 -0.019 0.041
Si 4.587 0.621 16.417 0.009 0.003 -0.036
Si 4.523 -9.155 16.34 -0.004 0.002 0.001
Si -3.826 -6.696 17.185 0 -0.009 -0.025
Si 4.696 -6.172 16.825 -0.021 -0.014 -0.017
Si 5.806 4.808 14.171 -0.003 -0.026 0.057
Si 7.562 -5.777 17.008 0.008 -0.025 -0.02
Si 0.141 -2.249 12.273 -0.02 0.001 -0.037
Si -2.076 -12.581 17.636 0.024 -0.015 -0.065
Si 9.405 -2.969 13.734 0.035 0.015 0.027
Si 6.351 1.773 13.967 0.003 0.017 0.062
Si -4.412 -0.675 15.164 -0.012 0.003 0.035
Si 2.013 -13.258 17.261 -0.017 -0.014 -0.058
Si 8.309 -5.662 14.258 0.001 -0.008 0.05
Si -1.636 -0.066 13.844 0.032 -0.041 0.067
Si -1.335 -4.668 12.714 -0.002 0.017 0.026
Si -5.527 -9.24 17.757 -0.018 -0.016 -0.079
Si -1.163 -1.834 18.657 0.025 -0.01 -0.003
Si 6.171 -6.933 19.219 0.007 0.025 0.032
Si 6.297 0.696 19.107 0.011 -0.001 0
Si -4.153 -1.642 18.069 0.036 -0.012 -0.062
Si 7.184 -10.369 16.825 0.004 0.008 -0.012
Si 3.987 -1.878 14.687 -0.008 -0.006 0.028
O -4.003 -5.121 21.752 -0.02 0.016 -0.003
O -5.965 -1.079 21.754 0.004 0.015 0.004
O -3.402 -0.374 21.555 0.026 -0.012 -0.007
O -4.359 -11.683 21.023 -0.034 -0.018 0.007
O -3.725 -8.268 21.225 -0.012 -0.01 -0.001
O -6.194 -9.077 21.906 -0.004 0.028 0.07
O -2.022 -12.694 21.779 0.014 0.018 0.038
O 1.488 -4.856 21.96 -0.002 0.003 -0.034
O 4.044 -4.752 21.299 -0.017 0.017 0.005
O 4.151 -1.446 21.158 -0.022 0.004 -0.011
O 1.688 -1.181 22.076 0 0.006 -0.02
O 1.242 -12.835 21.541 0.003 -0.004 -0.032
O 3.694 -12.345 21.042 0.021 -0.012 0.004
O 1.547 -8.865 21.847 0.013 0.009 0.053
O 3.738 -9.227 20.368 0.03 0.016 0.014
O 5.433 -8.813 22.284 0.094 -0.075 -0.03
O 0.224 -5.741 9.019 -0.018 -0.051 -0.048
O 3.577 -6.45 9.123 -0.016 -0.024 0.092
O 6.132 -5.065 9.894 -0.015 -0.005 0.003
O 5.81 -1.905 9.183 -0.042 -0.01 -0.042
O -2.323 -6.46 9.423 -0.004 -0.011 -0.011
O -5.809 -6.793 20.633 0.007 0.01 0.011
O -5.744 -4.315 19.879 0.002 -0.007 0.015
O 5.606 -14.35 15.251 -0.013 -0.007 0.018
O -5.284 -14.163 20.785 -0.003 0.008 0.011
O -5.487 -9.158 19.382 0.024 0.008 0.042
O -2.611 -2.911 21.265 0.035 0.007 0.015
O -1.899 -5.174 20.139 -0.003 0.013 0.012
O 3.484 -13.662 16.68 0.008 -0.004 0.013
O 5.725 1.486 10.058 0.019 0 0.011
O -2.089 -10.267 20.656 0.004 0.002 0
O -1.108 -11.423 17.039 0.005 0.001 0.009
O -1.234 -7.739 20.328 -0.017 -0.015 0.011
O 2.13 -4.379 19.496 0.016 -0.024 0.031
O -0.078 -3.05 18.819 -0.005 0.018 0.003
O -1.218 -0.985 20.073 -0.02 0.001 0.045
O -0.864 0.556 15.154 -0.019 -0.01 -0.015
O -7.195 -6.424 15.696 -0.013 0.04 0.005
O 2.787 0.7 20.509 -0.015 0.006 0.001
O 4.761 -6.649 18.406 0.001 0 0.009
O 6.14 -3.161 20.807 0.002 0.042 0.005
O 6.347 -5.778 20.353 0.002 -0.005 -0.025
O -4.73 -0.801 19.331 -0.011 0.004 0.016
O 6.458 -0.656 20.001 -0.01 -0.001 -0.007
O 5.822 -10.902 20.594 0.008 0.009 0.011
O 5.761 -13.559 20.057 -0.016 0.022 0.026
O 6.241 -8.418 19.845 -0.1 -0.041 0.071
O -4.65 -10.507 17.211 -0.006 0.005 0.027
O -2.094 1.521 9.977 -0.016 0.029 -0.04
O 0.419 -0.016 9.989 0.039 0.033 -0.096
O -0.193 4.844 14.602 -0.007 0.017 -0.029
O 4.41 -8.3 10.991 0.063 -0.02 0.027
O -1.385 5.518 12.209 -0.004 0.007 -0.013
O -0.548 -6.906 16.014 -0.003 -0.002 0
O 3.762 -0.98 10.658 -0.015 -0.022 -0.011
O 1.613 5.698 10.444 -0.011 -0.013 -0.001
O 4.211 -5.711 11.595 -0.009 -0.01 0.009
O 3.942 -3.557 10.103 -0.006 -0.015 -0.022
O -7.726 -14.276 18.545 -0.002 0.007 0.016
O 2.261 -2.888 17.392 -0.015 -0.014 0.023
O 7.505 -0.509 10.6 0.013 0.018 -0.005
O 8.661 -6.814 13.177 0.003 -0.001 -0.011
O 6.107 5.295 10.354 -0.036 0.02 -0.057
O 8.016 -3.254 10.05 0.013 -0.015 -0.009
O -5.256 2.378 10.132 -0.009 -0.016 -0.006
O 6.065 -5.322 16.568 0.001 -0.007 0.013
O 7.899 2.137 11.249 0.045 0.013 0.002
O -5.4 2.215 12.781 0.011 0.001 -0.031
O -0.333 -7.919 10.476 -0.006 0.006 0.011
O 2.169 0.704 11.848 0.043 0.016 0.022
O -0.164 -6.06 18.437 -0.004 0 0.009
O -0.425 -2.388 10.736 0.059 -0.073 0.097
O 7.928 1.895 14.357 0.008 0.004 -0.029
O 6.871 -4.936 13.915 -0.005 0.008 -0.027
O -1.631 -8.374 14.225 0.009 -0.005 -0.016
O 2.834 -3.047 14.909 0.01 0.011 -0.01
O -7.115 -4.486 17.571 0.027 -0.002 0.028
O 3.203 -9.437 17.232 0 0.006 0.014
O 1.01 -4.821 16.204 -0.003 -0.004 0.022
O -5.475 -12.125 15.183 0.002 -0.003 -0.02
O -3.899 5.614 11.311 0.029 -0.007 0.003
O -2.69 -2.331 18.352 -0.01 0.006 0.01
O -1.345 -14.018 17.65 0 0.006 0.009
O -5.264 -3.025 12.327 -0.032 -0.01 0.038
O 2.031 -1.63 19.566 0.022 0.017 0.031
O 6.925 -7.788 11.355 -0.013 -0.005 0.008
O -5.7 -12.917 17.695 -0.013 0.003 0.026
O 1.813 -7.193 17.137 -0.002 0.002 0.019
O 2.589 -6.81 20.518 -0.009 -0.008 0.001
O 2.068 -7.221 11.209 -0.02 -0.005 0.008
O -2.495 -3.818 8.844 -0.102 -0.087 -0.091
O -5.218 -2.805 17.753 -0.012 -0.014 0.038
O 7.442 -6.883 18.196 -0.008 0.01 0.015
O -4.913 -7.887 17.143 0.002 0.008 0.02
O -1.555 -5.714 13.904 -0.004 0.002 -0.021
O 1.473 -8.856 19.205 0.005 0.004 0.039
O 7.097 -10.577 15.193 -0.009 0.002 -0.004
O 0.594 -9.499 16.818 -0.007 -0.007 0.008
O 1.395 -12.012 16.382 0.003 -0.003 0.005
O -2.674 -6.992 18.294 -0.013 -0.007 0.015
O -3.329 -12.692 16.608 -0.006 0.003 0.016
O 5.8 -9.616 17.256 0.007 -0.004 -0.003
O -0.021 2.19 11.463 -0.026 0.043 -0.013
O 3.994 -0.832 15.947 0.005 0.003 -0.001
O -4.055 -0.695 16.753 -0.004 -0.003 -0.001
O 5.326 0.382 17.849 0.014 0.001 0.033
O 2.055 -12.853 18.873 0.006 -0.001 0.063
O -1.812 -1.205 8.876 0.112 0.019 -0.106
O 3.728 -0.958 13.359 -0.013 -0.001 -0.024
O 8.556 -5.814 10.755 -0.008 -0.007 0.016
O -3.17 -6.654 15.693 0 -0.005 -0.003
O -0.651 -1.019 17.342 -0.002 -0.005 0.028
O -2.527 3.363 11.711 -0.011 0.012 -0.012
O 5.914 5.808 12.897 -0.006 0.041 -0.088
O -2.054 1.044 12.73 -0.007 0.008 -0.024
O 7.336 -11.786 17.637 0.005 0.003 0.012
O 7.845 -2.534 13.452 -0.004 -0.016 -0.025
O 1.722 -1.95 12.129 0.022 -0.01 -0.006
O 3.558 -5.101 16.463 -0.017 0.017 -0.011
O 9.438 -4.483 14.359 -0.005 -0.001 -0.027
O -0.603 -1.086 13.121 -0.034 0.031 0.014
O -3.02 -0.786 14.318 0.017 0.019 -0.032
O 4.498 -10.114 15.01 0.007 -0.001 -0.018
O -7.033 -9.42 17.193 0.003 -0.006 0.018
O -6.812 -12.172 19.979 0.044 -0.017 0.038
O 4.617 -7.558 15.936 0.006 -0.001 -0.001
O -4.574 -5.325 17.612 -0.004 0.005 0.021
O 9.498 -8.321 11.204 0.007 -0.009 0.008
O -5.217 0.703 14.898 0.015 -0.009 -0.025
O 5.429 -2.654 14.542 0.004 0 -0.011
O 0.743 -8.781 12.846 0.005 0.011 -0.038
O -2.701 -3.788 12.539 0.004 -0.005 -0.004
O -3.617 -2.169 10.575 -0.098 -0.02 0.067
O -0.901 -5.47 11.385 0.002 -0.035 -0.016
O -4.175 -4.801 10.593 -0.039 -0.016 0.032
O 6.181 0.806 12.639 0.011 -0.022 -0.035
O -0.109 -3.65 13.061 -0.014 -0.027 -0.008
O 9.19 4.438 11.612 0.006 -0.009 0.006
O -2.559 -12.326 19.159 -0.016 -0.002 0.033
O 5.704 -3.5 12.062 0.01 0.002 0.023
O 1.108 -14.583 16.961 -0.023 0.003 0.015
O 5.693 3.254 13.672 0.002 0.007 -0.015
O -5.366 -1.929 14.757 -0.003 -0.02 -0.029

Results
free energy: -274587.887 eV
free energy less fixed offsets of O -568.88, Si -635.61 eV per atom: -12.607 eV

The program warned: the cutoff lies below the one the program advises for these potential files; the forces do not sum to zero within the program's tolerance; the exchange-correlation potential is rough where the density is thin.
